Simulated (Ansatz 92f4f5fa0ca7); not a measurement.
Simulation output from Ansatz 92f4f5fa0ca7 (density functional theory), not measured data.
Periodic cell of 462 atoms, Si286O176, from a study of silicon, its oxide and their interface. The atomic structure is a simulated model.
This geometry differs little from another in the collection (a relaxation step or a small displacement).

Settings: functional r2SCAN; potential files Ansatz PAW; basis plane waves; wave-function cutoff 800 eV; density cutoff ratio 5; exchange-correlation grid ratio 1; k mesh 1 x 1 x 1, Gamma-centred; self-consistency stop 1e-10 eV per atom in the density residual; occupations fixed; spin none; net charge 0.

Cell vectors (angstrom)
a 16.332 0 0
b 0 16.332 0
c 0 0 29.5282

Atoms and the computed forces on them: element, x, y, z (angstrom), force x, y, z (eV/angstrom)
Si 0.334 -0.464 0.253 -0.001 0.001 -0.001
Si 2.441 2.909 0.226 0 0 -0.001
Si -0.02 4.811 -0.311 0.001 0 -0.001
Si 3.075 7.911 -0.114 0.001 0 -0.001
Si -0.278 11.39 0.089 0.001 0 -0.003
Si 2.01 14.07 0.271 0.001 0.001 -0.001
Si 5.558 -0.36 -0.071 -0.001 0 -0.001
Si 8.27 2.451 -0.17 0.001 0 -0.001
Si 5.121 5.559 0.367 0 0 -0.001
Si 7.936 8.473 0.185 0 0 -0.001
Si 5.823 10.771 0.053 0 0.001 -0.002
Si 7.818 13.779 0.039 0 0 -0.001
Si 10.527 0.248 -0.109 0 0.001 -0.001
Si 12.052 1.293 1.365 0.001 0 0
Si 11.123 4.994 -0.091 0 0 0
Si 12.982 9.193 -0.2 0.001 -0.001 0
Si 11.089 10.598 0.269 -0.001 0 0
Si 13.813 13.533 0.086 0.001 0 -0.001
Si 1.304 1.298 1.466 0 0.001 0
Si 3.881 4.1 1.63 0 0 0
Si 1.337 7.01 1.228 -0.001 0 0
Si 4.107 9.599 1.193 0 0 0
Si 1.191 12.378 1.619 0.001 0 0
Si 3.964 14.92 1.306 0 0.002 0
Si 6.687 1.318 1.196 0.001 0 0
Si 9.44 3.989 1.211 0 0 -0.001
Si 6.759 6.854 1.422 0 -0.001 -0.001
Si 9.5 9.519 1.577 0 0 -0.001
Si 6.825 12.262 1.504 -0.001 0 0
Si 9.416 15.004 1.245 0 0 0
Si 13.255 2.67 -0.028 0 -0.001 -0.002
Si 14.866 3.873 1.257 0 0 0
Si 12.147 6.642 1.257 0 0.001 -0.002
Si 14.859 9.718 1.19 -0.001 0 -0.001
Si 12.205 12.339 1.358 0 0.001 -0.001
Si 14.949 14.961 1.542 0 0 0
Si -0.108 2.659 2.752 0 0 0
Si 2.745 -0.005 2.777 0 0 0
Si -0.096 8.291 2.576 0 0.001 0
Si 2.497 5.544 2.784 0 0 0
Si -0.13 13.641 3.01 0 0 0
Si 2.7 10.896 2.647 0 0 0
Si 5.405 2.679 2.69 0.001 0.001 -0.001
Si 8.076 0.032 2.65 0 0 0
Si 5.368 8.236 2.725 0 0 -0.001
Si 8.176 5.427 2.637 0 0 0
Si 5.334 13.587 2.737 -0.001 0 -0.001
Si 8.182 10.938 2.876 0.001 0.001 0
Si 10.781 2.725 2.709 0 0 -0.001
Si 13.51 0.027 2.733 0 0 -0.001
Si 10.882 8.037 2.747 0 0 0
Si 13.646 5.419 2.612 0.001 0 -0.001
Si 10.809 13.687 2.66 0 0 0
Si 13.573 10.969 2.728 0 0 0
Si 1.231 4.092 4.114 -0.001 0 -0.001
Si 4.093 1.36 4.12 0 0 0
Si 1.306 9.555 4.011 0 0 0
Si 3.996 6.85 4.064 0 0 0
Si 1.356 15.008 4.174 0 0.001 -0.001
Si 4.024 12.214 4.101 0 0 0
Si 6.794 4.073 3.999 0 0 0
Si 9.444 1.362 4.066 0 0 0
Si 6.763 9.537 4.124 0 0 -0.001
Si 9.513 6.723 4.097 0 0 -0.001
Si 6.752 14.984 4.048 0 0 0
Si 9.565 12.311 4.135 0 0.001 -0.001
Si 12.224 4.099 4.013 0 0 -0.001
Si 14.88 1.352 4.13 0 0 0
Si 12.26 9.495 4.043 0 0 -0.001
Si 14.98 6.823 3.989 0 0 0
Si 12.176 14.982 4.076 0 0 0
Si 14.86 12.221 4.229 0.001 0.001 0
Si -0.036 0.024 5.483 0 0.001 -0.001
Si 2.692 2.749 5.426 0 0 0
Si -0.057 5.491 5.473 0 0 -0.001
Si 2.654 8.188 5.419 0 0.001 0
Si -0.027 10.861 5.463 0 0 -0.001
Si 2.695 13.595 5.481 0 0 -0.001
Si 5.448 0.011 5.469 0 0 0
Si 8.135 2.757 5.423 0 0 0
Si 5.419 5.447 5.358 0 0 0
Si 8.16 8.135 5.42 0 0 0
Si 5.406 10.886 5.477 0 0 0
Si 8.16 13.657 5.439 0 0 0
Si 10.841 0.025 5.426 0 0 0
Si 13.556 2.765 5.447 0 0 0
Si 10.901 5.418 5.459 0 0 0
Si 13.627 8.148 5.422 0 0 -0.001
Si 10.926 10.876 5.437 0 0 0
Si 13.517 13.629 5.489 0 0 0
Si 1.343 1.387 6.808 0 0 0
Si 4.089 4.106 6.776 0.001 0 0
Si 1.36 6.822 6.835 0 0 0
Si 4.042 9.489 6.798 0.001 0 0
Si 1.314 12.231 6.811 0 0 0
Si 4.081 14.975 6.802 0 0 0
Si 6.814 1.403 6.803 0 0 0
Si 9.529 4.068 6.812 0 0 0
Si 6.803 6.765 6.757 0 0 0
Si 9.554 9.491 6.773 0 0 0
Si 6.816 12.258 6.778 0 0 0
Si 9.539 14.991 6.822 0.001 0 0
Si 12.213 1.379 6.79 0 0 0
Si 14.921 4.126 6.827 0 0 0
Si 12.264 6.797 6.813 0 0 -0.001
Si 14.997 9.473 6.838 0 0 0
Si 12.259 12.221 6.854 0 0 0
Si 14.938 14.961 6.807 0 0 0
Si -0.004 2.759 8.151 0 0 0
Si 2.709 0.006 8.161 0 0 0
Si 0.031 8.159 8.25 0 0 -0.001
Si 2.76 5.46 8.178 0 0 0
Si -0.046 13.588 8.174 0 0 -0.001
Si 2.671 10.844 8.124 -0.001 0 0
Si 5.464 2.769 8.165 0 0.001 0
Si 8.211 0.072 8.147 0 0 0
Si 5.449 8.105 8.123 0 0 0
Si 8.184 5.457 8.166 0 0 0
Si 5.475 13.635 8.124 0 0 0
Si 8.19 10.861 8.104 0 0 0
Si 10.889 2.725 8.185 0 0 0
Si 13.606 0.024 8.131 0 0 0
Si 10.917 8.158 8.193 0 0 0
Si 13.598 5.464 8.237 0 0 0
Si 10.924 13.61 8.183 0 0 -0.001
Si 13.658 10.865 8.2 0 0 0
Si 1.391 4.079 9.512 0 0 0
Si 4.097 1.391 9.492 0.001 0 -0.001
Si 1.387 9.549 9.624 0 0 0
Si 4.152 6.778 9.577 0 0 0
Si 1.335 14.945 9.497 0 0 0
Si 4.088 12.201 9.353 0 0.001 0
Si 6.843 4.121 9.561 0 0.001 0
Si 9.57 1.378 9.573 0 0 0
Si 6.844 9.459 9.441 0 0 0
Si 9.564 6.782 9.57 0 0 0
Si 6.848 15.035 9.443 -0.001 0 0
Si 9.561 12.205 9.466 0 0 0
Si 12.246 4.061 9.571 0 0 0
Si 14.972 1.373 9.484 0 0 0
Si 12.308 9.508 9.564 0 0.001 0
Si 15.011 6.788 9.605 0 0 0
Si 12.324 14.985 9.538 0 0 0
Si 15.001 12.214 9.607 0 0.001 0
Si -0.004 0.024 10.845 0 0 -0.001
Si 2.766 2.743 10.885 0 0 0
Si 0.046 5.374 10.925 -0.001 0 -0.001
Si 2.818 8.177 10.915 0 0 0
Si 0.055 10.929 11.054 0 0 0
Si 2.745 13.497 10.721 0 0 0
Si 5.494 0.049 10.817 0 0 0
Si 8.228 2.78 10.918 0 0 -0.001
Si 5.521 5.442 11.017 0 -0.001 -0.001
Si 8.191 8.162 10.907 0 0 0
Si 5.434 10.841 10.672 0.001 0 0
Si 8.235 13.652 10.715 0.001 0.001 0
Si 10.97 0.002 10.898 0 0 0
Si 13.626 2.676 10.898 0 0 0
Si 10.922 5.409 10.972 0.001 0 0
Si 13.703 8.2 10.973 0.001 0 0
Si 10.922 10.882 10.883 0 0 -0.001
Si 13.681 13.632 10.95 0 0 0
Si 1.45 1.304 12.185 0 0.001 0
Si 4.113 4.047 12.341 0 0.001 0
Si 1.452 6.763 12.202 0 0 0
Si 4.227 9.581 12.23 -0.001 0 -0.002
Si 1.552 12.268 12.364 0 0 -0.001
Si 4.103 14.884 11.957 0 0 0
Si 6.831 1.434 12.212 0 -0.001 0
Si 9.592 4.041 12.407 0 0.001 -0.001
Si 6.905 6.841 12.395 0.001 0 0
Si 9.579 9.513 12.254 -0.001 -0.001 0
Si 6.788 12.272 11.862 -0.001 0 -0.001
Si 9.595 14.926 12.152 -0.002 0 0
Si 12.34 1.303 12.326 0 0 -0.001
Si 13.761 5.353 13.64 0 0 -0.001
Si 12.388 6.747 12.263 0.001 0 0
Si 15.016 9.574 12.442 0 0.001 0
Si 12.186 12.337 12.248 0 0 -0.001
Si 15.131 14.952 12.321 0 0 -0.001
Si 0.084 2.532 13.641 0 0 -0.001
Si 2.578 -0.414 13.344 0.001 0.001 0
Si 0.17 8.101 13.636 0 0 -0.001
Si 2.814 5.515 13.686 0.001 0 0
Si 0.788 14.189 13.516 -0.001 0.001 0.001
Si 2.902 10.852 13.732 0 0.001 -0.001
Si 5.316 2.496 13.69 0 0.001 0.001
Si 8.208 -0.021 13.385 0 0 -0.001
Si 5.577 8.308 13.706 0 0 0
Si 8.296 5.491 13.795 0 0 -0.001
Si 6.746 14.917 14.515 -0.001 0.001 0
Si 8.138 11.101 13.274 0.001 0 0
Si 10.991 2.629 13.758 0 0 0
Si 13.657 -0.141 13.7 -0.001 0 0
Si 10.981 8.065 13.585 0 0 -0.001
Si 15.041 3.931 12.276 0 0 0
Si 10.803 13.625 13.733 0.001 0 -0.001
Si 13.494 11.033 13.64 0.002 0 -0.001
Si 1.24 4.19 14.862 0 0 0
Si 4.292 0.545 14.763 -0.001 0 0.003
Si 1.993 8.961 14.865 0 -0.001 0.002
Si 3.763 7.387 14.905 -0.001 0.001 -0.001
Si 0.429 14.491 15.796 0.001 0.001 0
Si 4.523 12.124 14.926 0.001 0 0.001
Si 6.87 4.653 15.426 0 0 -0.001
Si 9.693 0.984 14.862 -0.001 0 0
Si 6.821 10.04 14.835 0.001 0 -0.001
Si 10.053 6.485 15.069 0 0 -0.001
Si 5.439 13.51 13.268 0 0 -0.001
Si 8.911 12.721 14.857 -0.001 0 0.002
Si 12.274 4.18 15.041 0.001 0 0
Si 15.291 0.878 15.024 0.001 0 0
Si 12.038 9.686 14.843 -0.001 0 0
Si 15.426 6.445 14.92 0 0 0
Si 11.997 15.151 15.1 0 0.001 -0.001
Si 14.896 12.067 16.189 0 0.002 0
Si 8.296 -15.225 17.585 0 0 0
Si 10.564 2.557 23.88 0 0.001 0
Si 8.097 -6.131 20.562 -0.001 0.001 -0.001
Si 4.877 -9.633 16.86 0.001 0.001 0.002
Si 13.737 8.126 16.937 0 0.001 -0.001
Si 12.792 -1.61 18.169 -0.001 0.002 -0.001
Si 10.753 -13.765 20.966 0 0 0
Si 18.084 -20.776 27.563 0.001 0 -0.001
Si 24.491 -15.181 21.307 -0.001 0 0
Si 31.719 -3.964 20.843 0.001 0 -0.001
Si 18.932 13.466 25.517 0 0.001 0
Si 14.999 8.252 19.566 0 0 -0.001
Si -15.46 -6.133 20.136 0.001 0 -0.002
Si 9.817 23.43 27.503 -0.001 -0.001 -0.001
Si 19.562 -4.373 23.012 0 0.002 0
Si -10.963 -10.299 25.625 0 0 -0.001
Si -1.006 -1.234 19.791 -0.001 0.001 -0.001
Si 30.856 -1.779 22.682 0 0.001 0
Si 13.182 -4.513 18.849 0 0 -0.001
Si 6.713 -0.656 19.127 0 0 0
Si 7.263 20.205 18.274 0 0 0
Si 9.352 16.121 23.718 -0.001 0.001 0
Si -2.881 2.321 17.186 0 0.001 0
Si 19.694 8.53 20.898 0 0.001 0.002
Si 3.834 4.55 23.266 0.001 0.002 0
Si 20.915 0.153 23.274 0 0.001 0
Si 15.137 17.367 27.508 -0.001 0 -0.001
Si 6.214 20.067 27.508 0 0 0
Si 2.656 2.166 16.911 0.001 -0.001 0
Si 15.574 16.618 24.641 0 0.001 0
Si 18.625 0.135 25.205 0 0 0
Si 14.956 2.735 22.784 0 0.001 0
Si 25.634 -5.467 16.2 0 0.001 -0.002
Si 13.121 36.666 24.824 -0.001 -0.001 0.001
Si 0.956 -28.418 23.96 0 0.001 -0.001
Si 3.915 16.162 20.339 0 0.001 0
Si -9.524 -18.3 23.597 0 0.002 0
Si -0.523 5.612 20.251 0.001 -0.001 0
Si 9.762 -3.983 27.635 0 0.001 0
Si 28.171 -2.091 24.373 0 0.003 0
Si 6.741 -19.545 20.648 0 0.001 0
Si 11.93 -17.997 27.46 0.001 0.002 -0.002
Si 12.119 9.074 26.492 0 0 0
Si -5.838 -6.156 18.859 -0.001 0 0
Si -5.735 11.418 24.97 0 0.002 0
Si 27.277 7.218 17.813 0 0 0.002
Si -2.853 -9.433 21.608 0 -0.002 0
Si 2.472 -7.247 23.763 0.001 0.001 0
Si 24.41 -11.868 23.339 0 0 0
Si 36.279 13.19 20.287 0 0.001 0
Si 0.513 -9.257 24.617 0 0.001 0
Si -2.63 7.031 24.658 0 -0.001 -0.001
Si 6.019 2.57 23.188 0 0 0
Si -11.857 -4.599 26.978 0 0 -0.001
Si -5.517 5.694 20.436 0.001 0 0
Si 4.147 4.308 18.51 -0.002 -0.001 0
Si 2.859 7.654 26.376 0 0 0
Si 5.947 11.622 24.42 -0.001 0.001 0
Si 8.405 9.835 23.562 -0.001 0 0
Si 22.473 -24.596 19.529 -0.001 -0.001 -0.001
Si 4.127 1.479 27.427 -0.001 0 -0.001
Si 17.307 10.58 17.016 0 0.001 -0.001
Si 24.368 23.427 24.994 0 -0.002 0
Si 17.553 17.241 19.178 0.001 -0.001 -0.001
Si 35.411 -3.228 17.163 0 0.001 0.001
Si 27.583 0.845 18.6 -0.002 -0.001 0.001
Si 15.198 19.102 19.771 0 0 0
Si 24.268 -10.667 20.59 0 0 -0.001
Si 18.886 22.015 20.746 0.001 0 0
Si 15.621 20.044 26.588 0 0 -0.001
O 11.641 -17.025 -10.733 -0.001 0.001 -0.001
O -3.362 -10.722 -4.568 0.001 0.001 0
O 11.262 -14.141 -7.069 0 0.001 -0.001
O 12.968 8.155 -4.02 0 0.001 -0.002
O -0.687 4.854 -1.799 0 0 0.001
O 5.74 -12.148 -10.809 0.001 0 -0.001
O 12.226 3.852 -0.602 0.001 0.001 0
O -2.816 7.43 -6.415 0 0 0
O 3.299 4.587 -9.688 0 0.001 0
O 3.994 13.16 -3.193 0 0 -0.001
O 5.406 11.717 -1.229 -0.002 0 0
O 15.796 13.552 -9.713 0 -0.001 0
O 17.795 -9.395 -3.593 0 0.001 0
O 0.32 6.332 0.113 0.001 0.001 0
O 7.648 3.098 -1.564 0 0 0
O 12.778 -8.746 0.048 0.001 0.004 0.001
O 6.235 4.899 -3.134 0 0.001 0
O 17.714 3.987 -0.403 0 0.001 0
O 22.955 13.091 -4.95 0 0 -0.001
O 14.112 3.524 -3.512 0.001 0.001 0
O 14.151 2.317 -10.889 0 0.001 0
O 0.79 22.153 -5.892 0 0.001 0
O 5.551 15.882 -14.318 0 0 0
O 5.36 17.693 -5.497 0 0.001 -0.001
O 25.023 -14.853 -13.463 0 0 -0.001
O 9.419 1.358 -0.619 0 0 0
O 14.923 -3.878 -0.451 0.001 0 0
O 7.081 -2.498 -7.453 0 0 0
O 8.757 7.734 -0.996 0 0 -0.001
O 10.549 5.791 -1.406 0 0.001 -0.001
O 12.492 -9.14 -12.188 -0.001 0.001 0
O 19.268 12.289 -8.075 0 0 0
O 10.88 8.238 -2.427 0.001 0 -0.001
O 11.604 -5.969 -3.859 0 0.001 0
O 17.126 17.001 -4.6 0 0 0
O 13.859 17.979 -1.194 0 0.001 0
O 14.831 -9.148 16.238 0 0 0
O 7.768 -2.476 15.332 -0.001 0 -0.001
O 19.434 -5.346 27.437 0 0.001 -0.002
O 1.771 -1.972 16.763 0 -0.001 0
O 18.862 3.85 23.955 0 0.002 0
O 3.153 1.052 26.216 0.001 0.001 0.001
O 12.583 -3.018 18.923 0.001 0 0
O 36.812 23.019 29.233 0 0 0.001
O 12.09 17.794 17.358 0 0 0.001
O -0.367 10.852 16.166 0.002 0.001 0
O 1.953 3.341 16.058 0 0.001 -0.001
O -3.348 3.703 16.455 0 -0.001 0
O 16.65 -0.408 19.395 -0.001 0 -0.001
O 7.689 4.247 16.762 0 0.001 0
O 16.156 -7.321 20.376 0 0.001 -0.001
O 26.888 -1.254 23.88 0.001 0 0
O -4.624 3.182 24.865 0 0.001 -0.001
O 14.541 1.641 16.234 0 0 0
O 5.175 -3.495 20.401 0 0 0
O -0.24 2.315 27.251 0 0.001 0
O 21.434 15.949 19.234 0.001 0 0
O 12.012 -9.996 21.292 0.001 0 -0.001
O 7.263 9.252 19.521 0 0 0
O 14.236 -0.999 18.61 -0.002 -0.001 -0.001
O 15.66 6.823 19.202 0.001 0.001 0
O 19.963 2.902 17.95 0 0 0
O -2.595 8.101 20.559 0.001 0 -0.001
O 28.959 -1.689 16.543 0 -0.001 0
O 16.464 5.271 15.442 0 0 0
O 17.846 1.28 17.633 0 0.001 0
O 19.501 -7.581 25.199 0 0 0
O 25.502 18.613 20.774 0.001 0 0
O 7.325 -0.2 17.69 0 0.001 0
O 10.923 13.451 27.748 -0.001 -0.001 0
O 20.239 5.581 17.54 0 0.002 -0.001
O 29.477 9.266 15.974 0 0 0
O -1.048 -9.284 25.03 0 0.001 0
O -1.76 2.503 21.237 0.001 0.003 -0.001
O 19.419 -3.335 18.752 0 0 -0.001
O 1.612 9.207 16.471 0 0.001 0
O 14.698 -17.25 21.283 0 0 -0.001
O 9.593 -5.353 17.781 0.001 0 0.002
O 13.851 3.732 23.409 0 0 0
O 3.333 8.475 22.521 0 0.004 0.001
O -2.146 11.549 20.103 0 0 -0.002
O -5.218 5.274 15.377 -0.001 0.001 0
O 4.818 11.669 23.246 0 0.002 0
O -0.106 -0.289 15.74 0 0 -0.001
O 7.498 -4.628 20.575 0.001 -0.001 0
O -9.35 18.226 22.097 0.001 0 -0.001
O 0.588 -5.314 28.258 -0.001 0.001 0.002
O 21.575 2.558 26.969 0 0 0.001
O -5.088 -0.317 28.051 0 0 0
O -14.885 -3.886 26.068 -0.002 0 0.001
O 3.589 1.146 16.094 0.001 0 -0.002
O 10.608 -7.72 18.525 0.001 0.001 0.001
O 4.882 8.678 20.365 0 0 -0.001
O -0.333 -0.053 28.328 0 0 0.001
O 2.793 13.219 23.932 0 0 -0.001
O 7.448 0.26 20.209 0 0 0
O 4.553 -15.88 21.683 0 0 0
O 34.647 -4.556 16.689 -0.002 -0.003 0.001
O 18.502 -1.352 25.808 0.001 0 0
O 8.095 9.502 22.017 0.001 0.001 0
O 28.569 -1.58 25.872 0 0 0
O 3.303 -1.617 20.694 0 0 -0.001
O 14.923 1.366 23.633 0 0.001 -0.001
O 15.404 -12.017 19.429 0.001 0 0.001
O 13.024 -1.825 23.299 0 0 -0.001
O 17.302 5.425 20.816 -0.001 0.001 0
O 11.468 12.663 24.407 -0.001 0 0
O 18.724 9.749 20.436 -0.001 0.001 -0.003
O -0.883 -1.143 23.868 0 0 -0.001
O 10.779 -0.115 15.442 0 -0.001 -0.001
O 3.067 0.07 23.792 0 0.001 0
O -10.678 4.475 28.816 0 0.001 0.001
O 9.535 11.954 26.086 0 0 -0.001
O 8.956 6.642 26.231 0.001 0.001 -0.001
O 8.164 4.751 19.273 0 0.001 0
O 3.211 2.176 28.54 0 0.001 0
O -1.619 5.842 21.434 0 -0.001 -0.001
O -2.44 -4.573 17.402 0 0 0.001
O 8.411 -3.366 28.268 0 0 0
O 2.778 -9.145 20.218 0 0.001 0
O 0.118 3.371 22.888 0 0.001 0
O 5.68 11.07 15.454 0 0.001 0.001
O -3.05 14.358 28.3 0 -0.001 0.001
O 21.063 5.405 24.287 0 0.002 0.001
O 22.332 5.923 15.962 -0.001 0.002 0
O 7.104 10.598 24.072 0.001 0.001 -0.001
O 2.376 10.674 23.507 0 0 0.001
O 8.208 5.942 23.904 -0.001 0.002 0.001
O -8.784 4.682 21.816 0 0.001 0
O 4.788 3.435 22.583 0 0.001 0
O 38.047 -1.205 23.582 0 0.001 -0.001
O 14.193 -4.251 14.733 0 0 0.001
O 8.593 8.482 24.411 0 0.001 0
O 23.13 -9.546 20.301 0 0 -0.001
O 9.672 -6.011 20.226 0.001 0 -0.002
O 19.592 5.575 22.18 -0.001 0.001 0
O 23.837 2.291 18.342 0 -0.001 0
O 26.011 0.858 18.347 0.001 0.001 0
O 0.342 4.027 25.428 0 0.001 0
O 17.311 8.422 23.823 0 0.001 0
O 14.962 -3.296 22.265 0.001 0 -0.001
O -9.364 3.535 24.076 0 0.001 -0.001
O 10.867 -10.331 18.856 0.001 0.002 -0.002
O 11.596 -14.66 19.934 -0.001 -0.003 -0.001
O 20.447 22.962 26.448 -0.001 0.001 0
O 11.984 -5.569 18.961 -0.001 -0.001 -0.001
O 7.977 15.352 24.178 0 0 -0.001
O 9.392 -10.045 20.96 0 0 -0.001
O 9.076 0.143 22.174 0 0.001 0
O 4.881 16.524 28.068 0 0 0.001
O 5.298 11.041 25.784 0 0.001 0.001
O 6.899 9.605 29.098 0 0.001 0
O 16.672 11.417 21.056 -0.001 0 -0.001
O 14.458 25.216 18.183 0 0 0
O 9.797 -15.122 24.441 0 0.001 -0.001
O 9.741 -5.596 23.775 0 0 0
O 0.338 18.439 19.788 -0.001 0 0
O -1.556 0.354 26.067 0.001 0 -0.001
O 17.054 -5.724 18.589 0.001 0 0
O 2.112 -3.078 28.376 0 -0.001 0
O 22.27 3.395 14.953 0 0 -0.001
O 8.011 9.833 15.987 -0.001 0.001 -0.002
O 9.495 3.721 23.529 0 0.001 0
O 10.717 -5.999 15.569 0.001 0 0
O 13.112 -6.847 27.717 0 0 0
O 15.621 -2.831 16.429 0 0 0.001
O 21.953 -8.731 18.036 -0.001 0 0
O 18.983 -8.073 27.866 0.001 0 0
O 7.128 -2.191 19.443 0 0 0
O 10.285 11.033 28.414 0 0.001 -0.001
O 19.01 17.083 19.867 0 -0.001 -0.001
O 23.015 14.846 29.028 0 0.001 0
O 20.407 13.064 16.217 0.001 0 -0.001
O 10.968 4.114 20.64 0 -0.001 -0.001
O 26.21 7.088 16.587 0.001 0 0
O 22.782 7.211 25.335 0.001 0 0.001

Results
free energy: -283321.373 eV
free energy less fixed offsets of O -570.45, Si -639.56 eV per atom: -8.013 eV

The program warned: the cutoff lies below the one the program advises for these potential files; the forces do not sum to zero within the program's tolerance; empty levels may hold ghost states of the PAW files; the exchange-correlation potential is rough where the density is thin.
